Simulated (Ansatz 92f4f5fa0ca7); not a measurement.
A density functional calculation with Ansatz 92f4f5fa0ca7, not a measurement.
Periodic cell of 213 atoms, Si129O80As4, from a study of silicon, its oxide and their interface. The atomic structure is a simulated model.
Doubt: the cutoff is far below the 930 eV that the study's wrapper takes by default for these files, so forces and energies are approximate.

Settings: functional PBE; potential files Ansatz PAW; basis plane waves; wave-function cutoff 580 eV; density cutoff ratio 5; exchange-correlation grid ratio 1; k mesh 1 x 1 x 1, Gamma-centred; self-consistency stop 5e-08 eV per atom in the density residual; occupations fixed; spin none; net charge 0.

Cell vectors (angstrom)
a  10.938  0  0
b  0  10.938  0
c  0  0  31.4389

Atoms: element, x, y, z (angstrom)
Si  0.3208  -0.3037  24.1507
Si  6.0785  -0.7333  23.964
As  2.3116  3.1409  23.8896
Si  8.0119  2.946  23.9957
As  0.5009  4.9713  23.8623
Si  6.1709  4.6394  23.972
Si  2.0508  8.8879  24.0046
Si  7.889  8.4266  23.9888
Si  1.4159  1.4029  25.3675
Si  6.8951  1.2361  25.2094
Si  4.1575  4.0503  25.2379
Si  9.6613  4.0599  25.3064
Si  1.4053  6.8428  25.2067
Si  6.8263  6.6842  25.1868
Si  4.1077  9.4997  25.1793
Si  9.5467  9.5203  25.3354
Si  2.837  -0.0077  26.6337
Si  8.2361  -0.0113  26.6795
Si  0.0211  2.71  26.7014
Si  5.4817  2.6235  26.5987
Si  2.8062  5.4913  26.597
Si  8.2569  5.4704  26.6343
Si  -0.0079  8.1358  26.6389
Si  5.438  8.098  26.5924
Si  4.1018  1.3673  28.0207
Si  9.5708  1.3673  28.0207
Si  1.3673  4.1018  28.0207
Si  6.8362  4.1018  28.0207
Si  4.1018  6.8362  28.0207
Si  9.5708  6.8362  28.0207
Si  1.3673  9.5708  28.0207
Si  6.8362  9.5708  28.0207
Si  0  0  29.3879
Si  5.469  0  29.3879
Si  2.7345  2.7345  29.3879
Si  8.2035  2.7345  29.3879
Si  0  5.469  29.3879
Si  5.469  5.469  29.3879
Si  2.7345  8.2035  29.3879
Si  8.2035  8.2035  29.3879
Si  1.3673  1.3673  30.7552
Si  6.8362  1.3673  30.7552
Si  4.1018  4.1018  30.7552
Si  9.5708  4.1018  30.7552
Si  1.3673  6.8362  30.7552
Si  6.8362  6.8362  30.7552
Si  4.1018  9.5708  30.7552
Si  9.5708  9.5708  30.7552
Si  2.7345  0  0.6835
Si  8.2035  0  0.6835
Si  0  2.7345  0.6835
Si  5.469  2.7345  0.6835
Si  2.7345  5.469  0.6835
Si  8.2035  5.469  0.6835
Si  0  8.2035  0.6835
Si  5.469  8.2035  0.6835
Si  4.1018  1.3673  2.0507
Si  9.5708  1.3673  2.0507
Si  1.3673  4.1018  2.0507
Si  6.8362  4.1018  2.0507
Si  4.1018  6.8362  2.0507
Si  9.5708  6.8362  2.0507
Si  1.3673  9.5708  2.0507
Si  6.8362  9.5708  2.0507
Si  0  0  3.418
Si  5.469  0  3.418
Si  2.7345  2.7345  3.418
Si  8.2035  2.7345  3.418
Si  0  5.469  3.418
Si  5.469  5.469  3.418
Si  2.7345  8.2035  3.418
Si  8.2035  8.2035  3.418
Si  1.3474  1.4245  4.7754
Si  6.8098  1.4791  4.8033
Si  4.0259  4.1131  4.7713
Si  9.5021  4.0849  4.8388
Si  1.3892  6.9172  4.8122
Si  6.8605  6.911  4.8301
Si  4.0538  9.5381  4.8121
Si  9.4855  9.5995  4.7875
Si  2.635  0.0181  6.1312
Si  8.1662  0.0892  6.147
Si  -0.0033  2.7277  6.2157
Si  5.3513  2.7891  6.2002
Si  2.7507  5.5326  6.1801
Si  8.1561  5.4851  6.2563
Si  -0.0558  8.2916  6.1522
Si  5.4887  8.2834  6.2452
Si  4.3253  1.0181  7.4401
As  9.9782  0.9511  7.592
Si  0.8539  4.7011  7.3116
Si  6.2525  4.6019  7.4431
Si  4.6252  6.3982  7.4261
Si  10.0985  6.3813  7.3359
As  0.8625  10.0571  7.5611
Si  6.1861  10.3642  7.3845
O  4.2349  6.8529  8.9903
O  6.5115  3.9977  8.9885
O  10.1239  6.6046  9.0233
O  1.072  4.6934  8.995
O  3.6226  1.3876  8.9426
O  6.7658  10.4457  8.9419
O  5.7166  4.7499  22.356
O  8.8275  2.3973  22.6108
O  -0.2523  11.4387  22.7975
O  2.2056  8.6318  22.3539
O  8.6818  7.613  22.7138
O  5.4757  10.5395  22.4514
Si  4.7945  5.3849  14.4708
Si  8.5355  -1.4282  12.554
Si  14.7514  15.5449  19.1226
Si  9.0174  3.5366  14.662
Si  5.4313  22.5003  21.1965
Si  2.011  6.8277  18.9834
Si  9.9868  6.1326  18.7942
Si  5.8317  3.616  21.1843
Si  -9.0015  -8.389  17.6532
Si  5.3353  -1.0119  15.1525
Si  7.9983  3.6486  18.9359
Si  -1.704  8.0637  21.2471
Si  11.3077  5.8748  9.9264
Si  3.1053  1.684  10.4507
Si  4.8656  14.0994  12.3178
Si  0.5556  9.8108  12.8497
Si  1.8938  6.2822  14.5796
Si  15.6025  0.2672  12.498
Si  12.0319  3.1692  14.7724
Si  2.2084  7.5066  11.7263
Si  -0.583  12.8221  18.9736
Si  9.723  12.2456  21.7692
Si  4.9936  7.1296  10.4062
Si  11.594  1.9342  11.9867
Si  -3.0855  -0.6111  19.933
Si  -1.4518  10.516  17.3156
Si  5.9992  4.9208  17.1472
Si  12.1755  -1.8687  21.1036
Si  -2.4843  6.1711  16.272
Si  6.6855  9.8592  10.4415
Si  7.0665  7.526  14.1769
Si  -4.1568  4.5  10.5125
Si  13.8027  11.0857  19.5857
Si  3.2243  -1.8693  17.4441
Si  7.8017  0.7235  14.9091
Si  -1.3647  15.145  11.748
Si  11.6672  -1.9597  15.8126
O  8.8366  0.4726  16.1313
O  -7.9732  7.4718  17.7942
O  6.9099  3.6924  17.717
O  1.5189  8.0173  19.9238
O  6.0457  6.283  13.9236
O  -2.9813  8.8435  20.5872
O  7.1886  3.8841  20.3232
O  5.9013  2.09  21.7636
O  10.7571  -5.7026  11.3243
O  4.3619  9.5038  16.373
O  -1.281  6.8889  20.1979
O  8.2225  9.8836  10.9975
O  10.4506  -8.1156  14.9529
O  1.511  12.923  10.5908
O  4.9611  5.3897  18.2867
O  0.4361  2.9042  18.2043
O  11.8112  -1.094  14.4433
O  6.3273  3.4533  11.6745
O  4.3515  4.3484  13.3001
O  6.3539  10.9632  19.9775
O  6.2815  0.3096  15.3886
O  4.4737  -0.7613  13.7597
O  13.3721  1.2016  18.4194
O  1.4782  6.9789  10.374
O  10.1688  13.6184  11.6982
O  1.7352  9.044  12.028
O  13.8955  3.7431  18.048
O  9.0394  4.412  13.2784
O  15.4308  3.6891  20.2621
O  1.3145  4.787  14.8763
O  8.7929  -6.3114  15.8547
O  6.3147  8.6477  15.0524
O  -2.4916  7.0952  14.9389
O  8.3936  4.5507  10.6861
O  -2.1768  2.2241  18.7672
O  9.4191  6.7965  17.4117
O  16.2103  4.4894  15.7559
O  -1.7135  15.6455  18.9061
O  4.9658  12.6873  13.1339
O  5.9618  8.4177  10.3135
O  8.7456  11.2485  20.9392
O  1.8148  9.5962  16.8433
O  -5.0534  10.7662  11.525
O  12.5476  -0.391  20.4967
O  11.5958  16.9697  18.5111
O  3.3854  11.3615  11.4889
O  10.2363  -1.674  16.5647
O  21.0178  -1.9172  12.6524
O  10.5874  8.9728  21.4828
O  2.8912  16.6822  19.8254
O  -0.2848  1.9808  20.5865
O  14.4476  6.3033  14.9033
O  10.5549  -10.5018  18.2187
O  11.9947  7.3939  15.4638
O  -3.038  13.2719  14.5785
O  8.304  -0.821  18.3711
O  1.4826  2.6058  13.2689
O  1.7388  6.6081  12.9994
O  5.9789  5.889  10.7936
O  3.5836  9.8306  18.8338
O  -4.0005  6.2203  16.8819
O  3.8532  13.9541  11.0445
O  1.9061  2.4377  16.0069
O  11.2764  11.3232  12.3355
O  7.5625  -2.7254  12.7984
O  3.8308  7.3965  11.5327
O  3.9282  0.8003  20.617
O  -2.7142  10.7296  13.6149

Results
free energy: -146929.361 eV
free energy less fixed offsets of As -4856.12, O -568.88, Si -635.61 eV per atom: -0.791 eV

Forces (eV/angstrom), in the order of the atoms: element, x, y, z
Si  -0.2464  0.648  0.0963
Si  -0.3928  0.4473  -0.0231
As  0.1363  -0.1022  -0.2223
Si  0.6423  -0.1968  0.0298
As  -0.1504  0.1723  -0.1977
Si  -0.5151  0.4135  -0.1413
Si  0.3389  -0.5896  -0.1696
Si  0.3468  -0.3705  0.1268
Si  0.028  -0.0192  0.2033
Si  -0.1064  -0.2089  -0.0046
Si  0.0752  -0.1064  0.162
Si  0.0085  0.0464  0.1781
Si  -0.0764  0.0094  0.1736
Si  0.0475  -0.0251  0.0659
Si  0.034  0.031  0.1381
Si  -0.0713  -0.0809  -0.0368
Si  -0.0758  0.0465  0.1122
Si  0.0371  0.0596  0.0073
Si  -0.2156  -0.1806  0.0065
Si  -0.0532  0.1111  0.1991
Si  0.0586  0.0888  0.0657
Si  0.0696  -0.0935  0.0674
Si  0.1506  -0.0654  0.1906
Si  0.0381  0.0226  0.0206
Si  0.2824  -0.1518  0.3703
Si  0.0256  -0.0504  0.4024
Si  0.3555  0.3203  -0.3019
Si  0.0604  -0.2841  -0.5691
Si  0.025  -0.1369  0.2702
Si  -0.0375  -0.0679  0.3289
Si  0.141  -0.0871  -0.5114
Si  -0.2494  -0.3612  -0.4214
Si  -0.0397  0.0694  -0.0164
Si  -0.1343  0.0185  0.0239
Si  0.0602  0.0632  -0.0464
Si  -0.0135  -0.0112  0.0029
Si  -0.0141  0.0744  0.003
Si  -0.1009  0.0107  -0.0276
Si  -0.0053  0.0186  -0.0153
Si  -0.0353  -0.0558  -0.0281
Si  0.0389  -0.0197  -0.0146
Si  0.0634  -0.0206  -0.0087
Si  0.01  -0.064  -0.0052
Si  0.0049  -0.042  -0.0087
Si  0.0182  0.0155  -0.0105
Si  0.0845  0.0092  -0.0132
Si  0.011  -0.032  -0.0035
Si  0.0046  -0.0341  -0.0136
Si  -0.0039  0.0349  0.0118
Si  -0.0006  0.0721  0.0151
Si  -0.07  0.0448  0.0166
Si  -0.0481  -0.0054  0.02
Si  -0.0123  0.0446  0.0137
Si  -0.0234  0.0326  0.0049
Si  -0.0089  -0.0286  0.0182
Si  -0.0779  -0.0015  0.0113
Si  -0.0104  -0.0095  0.0265
Si  -0.0121  -0.0579  0.021
Si  0.0456  -0.0688  0.0026
Si  0.1474  0.0024  -0.006
Si  0.0092  0.0212  0.0095
Si  0.0053  0.0143  0.0382
Si  0.0639  -0.019  0.0176
Si  0.0381  -0.0687  0.0093
Si  -0.2041  0.0922  0.282
Si  -0.0909  0.0898  0.5339
Si  -0.1718  0.034  -0.4268
Si  -0.1229  0.2851  -0.3225
Si  -0.0665  0.0578  0.6762
Si  0.0525  0.224  0.4479
Si  0.0418  0.0475  -0.4339
Si  -0.0395  0.0297  -0.3141
Si  0.1399  0.1149  -0.0001
Si  -0.0071  -0.0997  -0.1317
Si  0.0426  0.0571  0.0391
Si  0.1345  -0.0528  -0.0631
Si  -0.1189  0.0414  -0.1705
Si  -0.0398  -0.1027  0.0099
Si  -0.0085  0.1537  -0.0493
Si  -0.0768  -0.1195  -0.0762
Si  -0.0371  -0.0894  -0.281
Si  -0.0919  0.0371  -0.1509
Si  -0.088  0.097  -0.2942
Si  0.1022  0.0528  -0.2215
Si  0.1131  0.0935  -0.1581
Si  -0.0098  -0.0006  -0.1478
Si  0.0828  -0.0118  -0.2487
Si  -0.0196  0.1081  -0.023
Si  -0.5354  0.1592  0.2823
As  -0.1672  0.0404  0.2453
Si  0.2619  -0.5913  0.3319
Si  0.3661  -0.455  0.1479
Si  -0.4615  0.3896  0.1376
Si  -0.3656  0.4309  0.2977
As  0.1124  -0.0802  0.336
Si  0.6445  -0.3876  0.1627
O  0.0874  -0.16  -0.1383
O  -0.1329  0.1726  -0.2139
O  0.1796  -0.2155  -0.1557
O  -0.2236  0.2383  -0.0949
O  0.262  -0.1509  -0.3394
O  -0.1774  0.1091  -0.0177
O  0.176  -0.1902  -0.0822
O  -0.1898  0.1319  0.0618
O  0.1189  -0.156  0.0371
O  -0.1965  0.2448  -0.0855
O  -0.2155  0.1486  0.1783
O  0.159  -0.0383  -0.0886
Si  -0.0008  -0.0515  0.0242
Si  0.0727  0.0017  0.1136
Si  -0.0525  0.109  -0.067
Si  0.0504  -0.0692  -0.0236
Si  -0.0886  -0.0978  -0.1394
Si  0.097  -0.1881  -0.0832
Si  0.0643  -0.1146  -0.1919
Si  -0.1178  0.2225  -0.2891
Si  -0.0695  0.0545  -0.1068
Si  0.0023  -0.0189  -0.1359
Si  0.0133  0.0131  -0.138
Si  0.0339  0.0338  -0.388
Si  -0.0057  -0.0921  0.1132
Si  0.176  -0.0208  0.2868
Si  -0.0164  -0.1243  0.0628
Si  -0.0611  -0.0819  0.0357
Si  0.0444  0.0243  0.0165
Si  0.0549  0.0835  0.0759
Si  0.0067  -0.0372  0.0432
Si  -0.1507  0.0508  0.1755
Si  -0.0146  0.0851  -0.2245
Si  0.0415  0.0637  0.1122
Si  0.0117  -0.0134  0.1715
Si  -0.0968  -0.0587  0.2214
Si  0.0373  0.0562  -0.1737
Si  -0.0007  0.1121  -0.1256
Si  0.0181  0.0265  -0.0335
Si  0.2265  -0.0844  -0.2765
Si  -0.0145  0.004  -0.0232
Si  0.0186  -0.0062  0.1169
Si  -0.0258  0.0599  0.0417
Si  0.0396  -0.0578  0.2239
Si  0.028  -0.0744  -0.1767
Si  -0.0218  -0.0248  -0.0069
Si  0.0389  -0.0822  -0.0177
Si  -0.0653  -0.0877  0.0757
Si  0.0152  -0.0044  -0.1648
O  0.0175  -0.0234  0.0191
O  -0.0141  0.0365  0.0295
O  0.0281  -0.0371  0.0675
O  -0.0885  0.1155  0.0861
O  -0.0124  -0.0042  -0.0489
O  0.0606  -0.0953  0.1026
O  0.0095  -0.0573  0.1189
O  0.0508  -0.0452  0.0493
O  0.0385  0.0716  -0.0598
O  -0.0165  -0.005  0.0685
O  -0.0442  0.0635  0.1322
O  -0.037  0.0008  -0.0656
O  -0.0068  0.0019  0.0393
O  -0.0621  -0.008  -0.1009
O  -0.0291  0.0069  0.0397
O  -0.0316  -0.0603  0.1015
O  0.0168  0.0284  0.0226
O  0.035  0.0275  -0.0647
O  -0.0066  -0.0231  -0.0895
O  -0.0369  0.0631  0.0589
O  -0.0118  0.031  0.0384
O  0.0167  0.015  -0.0493
O  0.0462  -0.0669  0.1249
O  0.0085  0.0197  -0.0804
O  0.034  0.008  -0.0946
O  0.1051  -0.0419  -0.0828
O  0.0617  -0.0012  0.0563
O  0.0068  0.0621  -0.1172
O  0.0313  -0.0918  0.0776
O  -0.0182  0.046  -0.0023
O  -0.0427  -0.0145  0.0206
O  0.0064  0.0093  0.0249
O  0.0164  -0.0343  0.0421
O  0.0665  -0.0016  -0.0336
O  -0.0417  -0.0207  0.0577
O  0.0113  -0.0052  0.086
O  0.0208  0.0136  0.0364
O  -0.014  0.043  0.0425
O  -0.043  0.0248  -0.0693
O  0.0092  -0.0009  -0.0765
O  -0.0873  -0.0836  -0.045
O  0.0152  -0.0043  0.0294
O  0.0064  0.0239  0.003
O  -0.0733  -0.0422  0.0797
O  -0.0592  0.1134  0.0752
O  -0.059  -0.0163  -0.083
O  -0.004  -0.0321  0.0646
O  -0.0501  -0.0063  -0.0372
O  -0.0628  0.0202  0.0228
O  -0.0109  -0.0058  -0.024
O  0.0192  0.025  0.0667
O  -0.0292  0.0463  0.0274
O  -0.0095  -0.0106  0.1224
O  -0.0047  -0.0076  0.022
O  0.0166  0.0184  0.0231
O  -0.0116  -0.0596  0.2065
O  -0.019  0.0176  -0.0483
O  0.0056  -0.01  -0.0851
O  -0.0469  0.0679  -0.0633
O  -0.0092  -0.0119  0.07
O  0.0206  0.0053  0.0462
O  -0.0242  0.0188  -0.0567
O  0.0075  0.0126  -0.0061
O  0.0242  0.1026  -0.0657
O  -0.0285  -0.0077  -0.0585
O  0.0809  0.0297  -0.0978
O  0.052  0.0489  0.1006
O  -0.0141  0.0605  -0.0602

The program warned: the cutoff lies below the one the program advises for these potential files; the exchange-correlation potential is rough where the density is thin.
